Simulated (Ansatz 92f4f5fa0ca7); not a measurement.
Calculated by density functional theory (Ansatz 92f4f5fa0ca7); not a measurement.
Periodic cell of 220 atoms, Si132O88, from a study of silicon, its oxide and their interface. The atomic structure is a simulated model.
This geometry differs little from another in the collection (a relaxation step or a small displacement).

Settings: functional r2SCAN; potential files Ansatz PAW; basis plane waves; wave-function cutoff 800 eV; density cutoff ratio 5; exchange-correlation grid ratio 1; k mesh 1 x 1 x 1, Gamma-centred; self-consistency stop 5e-08 eV per atom in the density residual; occupations fixed; spin none; net charge 0.

Cell vectors (angstrom)
a 10.938 0 0
b 0 10.938 0
c 0 0 32.3297

Atoms and the computed forces on them: element, x, y, z (angstrom), force x, y, z (eV/angstrom)
Si 10.772 0.3962 25.144 0.1235 0.0705 -0.43
Si 5.7019 10.7175 24.7573 0.0518 -0.1202 -0.4006
Si 2.4865 3.0386 24.921 -0.0958 0.0361 -0.4588
Si 8.5353 2.5305 24.7931 0.1265 -0.0733 -0.4092
Si 0.2821 5.2779 24.8481 0.0796 -0.1051 -0.4146
Si 5.3805 5.7126 24.7616 -0.0841 0.1508 -0.4033
Si 3.1476 7.9417 24.8667 0.1069 -0.0293 -0.4628
Si 7.9509 8.4874 24.7801 -0.1231 0.0524 -0.4293
Si 1.3804 1.5536 26.3928 -0.0726 -0.0029 -0.0277
Si 6.8765 1.3821 26.0776 0.0093 -0.0201 -0.0241
Si 4.1666 4.1611 26.1226 -0.0315 -0.012 -0.0151
Si 9.6011 4.1444 26.1551 0.0239 -0.0208 -0.009
Si 1.4509 6.8581 26.1476 0.0071 -0.0278 -0.0319
Si 6.8575 6.9014 26.1567 -0.0181 0.0042 -0.015
Si 4.1747 9.5927 26.1842 0.0061 -0.0374 -0.0374
Si 9.5492 9.6033 26.1547 -0.0019 0.0428 -0.0058
Si 2.7441 0.008 27.5463 -0.0043 0.0201 -0.0059
Si 8.1828 0.0093 27.5404 -0.0037 -0.0039 -0.0009
Si -0.061 2.8322 27.649 0.0606 -0.008 0.0018
Si 5.4848 2.7283 27.4866 0.0027 0.008 0.0018
Si 2.7647 5.4656 27.5464 0.0084 0.0215 -0.0022
Si 8.1992 5.4906 27.5121 0.0024 0.0113 -0.002
Si 0.006 8.207 27.4995 0.0059 0.0074 -0.0013
Si 5.4819 8.2093 27.5748 0.008 0.0118 -0.0035
Si 4.1018 1.3673 28.9115 0.2398 0.0115 -0.1708
Si 9.5708 1.3673 28.9115 -0.2928 -0.0268 0.2452
Si 1.3673 4.1018 28.9115 0.1674 0.5311 0.5403
Si 6.8362 4.1018 28.9115 0.0072 -0.0244 -0.3667
Si 4.1018 6.8362 28.9115 0.0183 0.028 0.1763
Si 9.5708 6.8362 28.9115 0.1265 0.0113 -0.2649
Si 1.3673 9.5708 28.9115 -0.0394 -0.0417 -0.207
Si 6.8362 9.5708 28.9115 0.0421 0.1062 0.2393
Si 0 0 30.2787 0.0044 0.0183 -0.0381
Si 5.469 0 30.2787 0.0564 0.0167 0.0157
Si 2.7345 2.7345 30.2787 -0.0213 0.033 -0.0421
Si 8.2035 2.7345 30.2787 0.0065 -0.0765 0.0255
Si 0 5.469 30.2787 0.1923 0.1002 0.0507
Si 5.469 5.469 30.2787 -0.0294 0.0283 -0.0199
Si 2.7345 8.2035 30.2787 0.0102 -0.0348 -0.0031
Si 8.2035 8.2035 30.2787 0.043 0.0907 -0.0347
Si 1.3673 1.3673 31.646 0.0059 -0.019 -0.0079
Si 6.8362 1.3673 31.646 -0.0412 0.0193 -0.0085
Si 4.1018 4.1018 31.646 0.0066 -0.0185 -0.0086
Si 9.5708 4.1018 31.646 0.0132 0.0142 -0.0431
Si 1.3673 6.8362 31.646 -0.0943 0.0441 0.0027
Si 6.8362 6.8362 31.646 0.0238 -0.0172 -0.0105
Si 4.1018 9.5708 31.646 -0.0442 0.0032 -0.0319
Si 9.5708 9.5708 31.646 0.0039 -0.0381 0.0015
Si 2.7345 0 0.6835 0.0131 -0.0238 0.0249
Si 8.2035 0 0.6835 0.0045 0.0344 0.0159
Si 0 2.7345 0.6835 -0.0347 0.0322 -0.0012
Si 5.469 2.7345 0.6835 0.0274 -0.0333 0.0224
Si 2.7345 5.469 0.6835 -0.0132 0.028 0.0107
Si 8.2035 5.469 0.6835 0.0466 -0.0424 0.0111
Si 0 8.2035 0.6835 0.0759 -0.0088 0.0315
Si 5.469 8.2035 0.6835 -0.0247 0.0495 -0.0019
Si 4.1018 1.3673 2.0507 -0.0661 -0.0003 0.0191
Si 9.5708 1.3673 2.0507 0.0462 -0.0526 -0.0108
Si 1.3673 4.1018 2.0507 -0.0595 -0.0838 0.0111
Si 6.8362 4.1018 2.0507 -0.0308 0.0556 0.0008
Si 4.1018 6.8362 2.0507 -0.0227 -0.0372 0.0116
Si 9.5708 6.8362 2.0507 -0.0589 0.0272 0.0059
Si 1.3673 9.5708 2.0507 -0.05 0.0179 0.0267
Si 6.8362 9.5708 2.0507 -0.0578 -0.1443 -0.0158
Si 0 0 3.418 -0.036 0.2109 -0.3866
Si 5.469 0 3.418 -0.0734 -0.0202 0.3065
Si 2.7345 2.7345 3.418 -0.0502 -0.1165 -0.0577
Si 8.2035 2.7345 3.418 -0.0824 -0.0726 0.295
Si 0 5.469 3.418 -0.0673 -0.2323 0.1447
Si 5.469 5.469 3.418 0.1233 -0.1415 -0.13
Si 2.7345 8.2035 3.418 0.1442 0.0245 0.0326
Si 8.2035 8.2035 3.418 -0.3316 -0.2455 -0.5126
Si 1.3559 1.3515 4.781 -0.0164 -0.021 -0.0021
Si 6.8137 1.3679 4.8324 -0.0067 -0.0158 0.0015
Si 4.1249 4.0681 4.7707 -0.0145 0.0032 0.0038
Si 9.5639 4.078 4.8268 -0.0153 -0.0127 0.0048
Si 1.3853 6.8156 4.7652 -0.0158 0.002 0.0006
Si 6.8452 6.8101 4.7806 -0.0177 -0.0044 0.0009
Si 4.1042 9.551 4.8245 -0.0093 -0.0117 -0.0016
Si 9.5104 9.5997 4.6896 0.0021 -0.0394 -0.003
Si 2.6284 -0.0999 6.174 0.0064 0.0311 0.0239
Si 8.155 -0.0784 6.1486 0.0516 -0.0011 0.0146
Si -0.0222 2.6749 6.1981 0.0244 -0.0048 0.0143
Si 5.3646 2.642 6.2412 0.0078 0.0394 0.0092
Si 2.7745 5.4468 6.1206 0.0041 -0.0299 0.0301
Si 8.1156 5.3766 6.1988 0.0108 0.0369 0.0197
Si -0.1289 8.1605 5.9524 -0.0048 0.0467 0.0521
Si 5.4723 8.1431 6.1789 0.0245 -0.0142 0.0185
Si 3.7007 1.4733 7.5446 -0.1479 0.103 0.4211
Si 9.7666 0.9971 7.451 0.0167 -0.1228 0.4366
Si 1.6369 3.8584 7.3995 0.1383 -0.0353 0.4619
Si 6.4823 4.2532 7.5538 -0.0998 0.071 0.4216
Si 4.3256 6.5761 7.5211 0.098 -0.0523 0.417
Si 9.319 7.0325 7.3508 -0.0172 0.1589 0.4652
Si 0.9506 9.6274 7.3732 -0.139 -0.0229 0.4149
Si 7.074 9.2367 7.5187 0.1198 -0.1227 0.4328
O 1.3716 4.1309 24.3475 0.0077 0.0162 0.3071
O 6.8232 9.5931 24.257 0.0124 -0.008 0.2936
O 2.6781 2.705 7.9584 -0.0026 -0.034 -0.2661
O 8.2379 8.1387 7.9219 -0.0365 0.0031 -0.2662
O 5.4136 5.4286 8.0528 -0.002 -0.0113 -0.2783
O -0.0522 -0.1209 7.9705 -0.0346 -0.0336 -0.3147
O 4.2202 6.8091 24.3048 0.0356 0.0066 0.2959
O 9.6813 1.396 24.3683 -0.0073 0.0368 0.3387
O 1.361 8.5885 8.5887 0.261 0.1398 0.0017
O 1.1761 4.7049 8.7406 -0.3371 -0.072 -0.1694
O 8.94 1.5325 8.7784 0.1068 0.3089 -0.1663
O 6.4865 9.7467 8.9737 0.1078 -0.1854 0.0959
O 4.0878 0.7347 8.9687 -0.2107 -0.0208 0.053
O 3.7075 7.3506 8.8454 -0.1811 0.0309 -0.1262
O 7.0753 3.5002 8.9172 0.2973 0.0529 -0.1956
O 10.1544 6.5488 8.6831 -0.0522 -0.3127 -0.1563
O 3.1109 2.2834 23.6061 0.2037 0.038 0.1058
O 4.9478 0.3625 23.3957 0.0233 0.2622 0.1829
O 8.0007 3.2175 23.3819 -0.2536 -0.0038 0.1431
O 10.5441 5.9447 23.488 0.0344 0.265 0.1658
O 8.5418 7.725 23.4257 0.3143 0.1048 0.218
O 2.6353 8.6936 23.4907 -0.3078 0.0579 0.2924
O 6.1508 5.1645 23.3875 -0.0422 -0.261 0.1626
O 1.0151 10.761 24.1591 -0.2498 -0.2645 -0.0779
Si 2.5126 8.1308 9.6445 -0.0089 0.0004 -0.0021
Si 8.1329 5.5354 14.0359 0.0232 0.0264 0.0275
Si 4.1603 4.4257 15.4592 0.0071 0.0048 -0.0274
Si 4.3291 1.7111 22.6978 -0.0397 -0.0245 -0.0317
Si 9.3545 1.0833 19.481 0.0433 -0.0363 -0.0012
Si 9.6516 1.132 16.592 0.0368 -0.017 -0.0544
Si 1.3177 9.5624 23.1224 0.0595 0.1125 0.03
Si 9.9947 8.0849 13.6328 0.1544 0.0034 0.0547
Si 0.8887 6.4413 11.8054 -0.0332 0.0065 -0.0315
Si 0.5114 9.9258 15.5638 0.0143 -0.0154 0.002
Si 4.5287 1.8852 17.2343 -0.0183 0.0012 0.0899
Si 5.5887 8.9849 14.413 -0.0379 0.0083 0.0431
Si 7.9529 10.5246 12.9083 -0.0265 -0.0426 -0.0272
Si 3.7373 0.0319 10.403 0.0137 -0.0255 0.0156
Si 6.3916 9.6112 10.5938 0.042 0.0845 -0.0395
Si 0.9389 10.6182 20.2938 0.12 -0.0327 0.0704
Si 3.3243 0.1856 14.9782 -0.0293 -0.0536 0.0334
Si 2.8552 2.0886 12.5337 0.0356 0.0042 -0.061
Si 5.8782 6.9689 12.228 -0.0346 -0.0229 0.003
Si 6.7282 3.8577 22.5703 -0.0114 -0.016 0.008
Si 10.6678 4.0968 16.5291 -0.1022 0.0776 -0.0904
Si 8.5124 2.9404 9.474 0.0494 -0.0113 -0.0117
Si 3.5538 6.5573 17.6378 0.0357 -0.0111 -0.024
Si 7.1345 0.0651 17.807 -0.056 -0.0043 -0.0141
Si 5.0943 4.1962 12.5625 -0.0669 -0.0293 -0.0296
Si 1.7465 4.5762 19.0505 0.0643 -0.0063 0.138
Si 1.4549 4.1737 13.9274 -0.0303 -0.0034 0.0718
Si 8.0043 5.3938 17.0911 0.0308 0.0647 -0.0231
Si 8.1954 4.0657 19.736 0.0425 0.07 0.0108
Si 10.0167 7.3445 22.828 -0.0088 0.0392 -0.0336
Si 10.4104 6.397 19.8789 -0.0203 -0.0032 0.0111
Si 10.693 5.1819 9.3676 0.009 0.001 0.0015
Si 0.9253 8.3515 18.2046 -0.0486 0.0977 0.0183
Si 2.9006 1.9422 19.9004 -0.0093 0.0146 -0.0461
Si 6.2935 7.9634 17.2809 0.0426 -0.0003 0.0172
Si 7.9094 2.7756 12.5599 0.0167 0.0087 -0.1048
O 6.182 8.1216 15.6605 -0.1278 0.1871 0.0975
O 8.1494 0.4804 16.5794 0.1924 0.0689 0.4247
O 7.1758 6.3036 12.9598 -0.142 -0.028 0.105
O 5.0984 4.6178 14.1456 -0.2685 -0.1753 -0.1219
O 3.5332 1.2416 13.7584 -0.2488 -0.031 0.0175
O 6.7071 9.431 17.8664 0.005 0.0499 -0.2474
O 2.0708 3.3395 20.0613 0.1652 -0.0808 -0.3866
O 5.1583 10.5724 11.1095 -0.0551 -0.1769 -0.3346
O 1.5493 5.5335 13.0068 -0.2054 -0.1588 -0.067
O -0.0678 5.4181 10.9605 0.2378 0.2415 -0.2427
O 5.8578 1.0155 17.5353 -0.0271 -0.0337 -0.0259
O 9.0249 2.6465 19.8708 -0.1347 -0.0525 -0.2035
O 2.7309 3.92 14.9009 0.0996 0.2031 -0.1301
O 1.155 9.1767 19.579 -0.1618 0.1551 -0.2189
O 1.5795 10.337 21.7444 -0.296 -0.1495 -0.0073
O 9.2987 6.6921 14.1734 -0.1251 0.0372 -0.1783
O 10.4808 0.2985 15.4772 0.026 -0.1568 0.401
O 10.5861 7.3784 18.5688 0.3507 -0.0328 0.2748
O 3.7301 1.4606 21.2109 -0.0958 0.2355 0.0422
O -0.0235 7.6738 12.3542 -0.0163 -0.2756 0.2505
O 7.1718 4.1897 21.0189 0.2008 -0.155 0.0828
O 9.2218 5.3139 19.7848 0.0658 -0.0692 -0.0336
O 2.2384 7.5393 17.6468 -0.0283 -0.0855 0.1824
O 3.1605 5.323 18.6475 -0.3362 0.1325 -0.2299
O 1.8445 0.775 19.5116 0.0251 0.0247 0.3646
O 7.7001 10.2739 11.3092 -0.3675 -0.1355 0.2938
O 6.2471 8.01 11.0087 -0.0674 0.1991 0.2669
O 6.3336 3.1538 12.3493 0.1191 0.232 0.146
O 6.6802 10.0225 13.795 0.0306 -0.2047 -0.1248
O 5.0836 5.6199 11.716 0.2643 -0.0125 0.4498
O 0.2516 4.3788 15.0053 0.2003 -0.1303 0.1348
O 2.9879 9.5343 10.2999 0.1176 0.0088 -0.2083
O 0.0201 8.572 14.8369 -0.156 0.2838 -0.1495
O 9.1323 9.4401 13.2827 -0.1044 -0.1016 0.0249
O 5.0603 7.8917 13.312 0.4564 0.0574 -0.011
O 4.8145 3.2913 16.4415 -0.3097 -0.0684 -0.08
O 7.4974 5.2165 15.5306 0.3114 0.1562 0.0221
O 10.0514 7.2567 21.2106 0.1381 -0.2374 0.0867
O 1.8838 10.4087 14.8705 0.038 0.0918 0.2617
O 0.0344 8.5862 23.2202 0.1137 -0.0887 -0.1302
O 7.5015 4.2691 18.2293 0.3792 0.2472 0.0919
O 3.4666 0.9842 16.3875 0.2847 0.0544 -0.187
O 3.9164 2.229 18.6808 -0.1516 -0.1907 -0.0875
O 0.9243 4.0829 17.6802 -0.0934 0.1589 0.0698
O 7.4687 6.8627 17.593 -0.178 -0.1463 -0.2533
O 3.7845 3.3603 12.1019 0.1015 -0.1247 0.3487
O 5.5293 2.7801 22.5392 0.0036 0.0038 0.1095
O 10.3293 0.2536 20.5115 0.1802 0.0804 -0.3992
O 4.8871 7.455 17.9882 0.0225 -0.1298 -0.3603
O 1.4215 2.7969 12.9879 0.4806 0.2195 0.1735
O 2.7855 1.0467 11.2752 0.3421 0.0153 0.1321
O 8.5486 4.0361 13.434 -0.3169 0.0896 -0.0758
O 0.8867 5.5977 19.9858 -0.1976 -0.0245 -0.3772
O 4.3832 9.9045 14.9529 0.0794 0.0999 -0.1419
O 7.8935 0.3689 19.235 0.2811 0.1734 -0.4231
O 0.5967 9.4981 17.1188 0.0759 -0.1858 -0.1395
O 9.7738 2.733 16.3364 0.1995 -0.0763 0.1732
O 8.1512 1.2298 13.1614 -0.1303 -0.0381 -0.2375
O 9.6362 5.2782 16.9775 -0.1774 -0.3408 -0.0723
O 1.9973 7.1182 10.8158 -0.2096 0.0759 -0.0744
O 9.6234 4.0265 9.03 -0.006 0.0328 0.2247
O 8.5651 2.7576 11.0746 -0.2347 0.0825 -0.0649
O 10.2292 0.9738 18.106 -0.4772 0.0716 -0.0612
O 3.9213 5.8636 16.1976 -0.0302 -0.2409 0.2102

Results
free energy: -134623.225 eV
free energy less fixed offsets of O -570.45, Si -639.56 eV per atom: -1.705 eV

The program warned: the cutoff lies below the one the program advises for these potential files; the forces do not sum to zero within the program's tolerance; empty levels may hold ghost states of the PAW files; the exchange-correlation potential is rough where the density is thin.
